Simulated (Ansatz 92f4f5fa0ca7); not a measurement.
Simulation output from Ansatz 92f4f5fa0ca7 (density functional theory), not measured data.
Periodic cell of 215 atoms, Si133O82, from a study of silicon, its oxide and their interface. The atomic structure is a simulated model.
Doubt: the cutoff is far below the 930 eV that the study's wrapper takes by default for these files, so forces and energies are approximate.
This geometry differs little from another in the collection (a relaxation step or a small displacement).

Settings
functional: PBE
potential files: Ansatz PAW
basis: plane waves
wave-function cutoff: 580 eV
density cutoff ratio: 5
exchange-correlation grid ratio: 1
k mesh: 1 x 1 x 1, Gamma-centred
self-consistency stop: 5e-08 eV per atom in the density residual
occupations: fixed
spin: none
net charge: 0

Cell vectors (angstrom)
a  10.938  0  0
b  0  10.938  0
c  0  0  31.5191

Atoms: element, x, y, z (angstrom)
Si  0.3476  -0.5987  24.1772
Si  4.8041  0.4514  24.1041
Si  3.1953  2.3038  24.2018
Si  7.5019  3.3554  24.1112
Si  -0.3965  5.8346  23.8519
Si  5.7319  5.0041  24.2602
Si  2.2204  8.8323  24.0762
Si  8.8609  7.5833  24.1486
Si  1.2965  1.3378  25.2703
Si  6.7683  1.3509  25.218
Si  4.1498  3.9623  25.612
Si  9.4856  4.1775  25.2173
Si  1.3631  6.8231  25.1514
Si  6.8325  6.8428  25.2632
Si  3.9473  9.6707  25.4786
Si  9.646  9.3793  25.5442
Si  2.6397  0.0802  26.8077
Si  8.1957  -0.0223  26.6534
Si  -0.0653  2.7618  26.6242
Si  5.559  2.6242  26.8274
Si  2.7176  5.4794  26.6799
Si  8.1839  5.4965  26.7293
Si  0.1091  8.0851  26.8059
Si  5.4515  8.2353  26.6695
Si  4.1018  1.3673  28.1009
Si  9.5708  1.3673  28.1009
Si  1.3673  4.1018  28.1009
Si  6.8362  4.1018  28.1009
Si  4.1018  6.8362  28.1009
Si  9.5708  6.8362  28.1009
Si  1.3673  9.5708  28.1009
Si  6.8362  9.5708  28.1009
Si  0  0  29.4681
Si  5.469  0  29.4681
Si  2.7345  2.7345  29.4681
Si  8.2035  2.7345  29.4681
Si  0  5.469  29.4681
Si  5.469  5.469  29.4681
Si  2.7345  8.2035  29.4681
Si  8.2035  8.2035  29.4681
Si  1.3673  1.3673  30.8354
Si  6.8362  1.3673  30.8354
Si  4.1018  4.1018  30.8354
Si  9.5708  4.1018  30.8354
Si  1.3673  6.8362  30.8354
Si  6.8362  6.8362  30.8354
Si  4.1018  9.5708  30.8354
Si  9.5708  9.5708  30.8354
Si  2.7345  0  0.6835
Si  8.2035  0  0.6835
Si  0  2.7345  0.6835
Si  5.469  2.7345  0.6835
Si  2.7345  5.469  0.6835
Si  8.2035  5.469  0.6835
Si  0  8.2035  0.6835
Si  5.469  8.2035  0.6835
Si  4.1018  1.3673  2.0507
Si  9.5708  1.3673  2.0507
Si  1.3673  4.1018  2.0507
Si  6.8362  4.1018  2.0507
Si  4.1018  6.8362  2.0507
Si  9.5708  6.8362  2.0507
Si  1.3673  9.5708  2.0507
Si  6.8362  9.5708  2.0507
Si  0  0  3.418
Si  5.469  0  3.418
Si  2.7345  2.7345  3.418
Si  8.2035  2.7345  3.418
Si  0  5.469  3.418
Si  5.469  5.469  3.418
Si  2.7345  8.2035  3.418
Si  8.2035  8.2035  3.418
Si  1.3746  1.3794  4.7674
Si  6.851  1.3885  4.8971
Si  4.1324  4.0907  4.7184
Si  9.5935  4.0599  4.8612
Si  1.4033  6.8088  4.7607
Si  6.7646  6.8861  4.7562
Si  4.1399  9.5506  4.9085
Si  9.4877  9.6749  4.645
Si  2.7248  0.047  6.2092
Si  8.3037  0.0008  6.2318
Si  0.1159  2.7134  6.2854
Si  5.4573  2.8431  6.2014
Si  2.8075  5.4171  6.1005
Si  8.1193  5.4961  6.0714
Si  -0.0168  8.3252  5.8136
Si  5.5006  8.1448  6.401
Si  3.6541  1.8946  7.4048
Si  10.2274  0.8247  7.4687
Si  1.981  3.6815  7.4922
Si  6.2869  4.7787  7.427
Si  4.4211  6.2803  7.5693
Si  9.242  7.2914  7.0457
Si  0.8535  9.9566  7.2621
Si  7.581  8.9725  7.3615
O  6.9437  4.6912  8.9671
O  7.689  9.3192  8.9913
O  10.2009  6.8502  8.3552
O  1.0194  9.0035  8.6464
O  4.3629  1.3129  8.8154
O  1.7344  4.3898  9.0134
O  10.0956  1.2758  9.0911
O  3.6517  6.2733  9.1176
O  8.6434  8.3443  22.6924
O  7.7627  3.1108  22.4666
O  4.7056  5.3479  22.9281
O  5.1342  3.1212  21.6789
O  10.3769  10.5327  22.763
O  0.1818  5.3757  22.2685
O  2.8761  8.8203  22.5157
O  4.9802  -0.3772  22.6372
Si  14.3464  1.9987  12.8288
Si  0.2995  2.9139  16.9194
Si  2.9384  5.0533  13.015
Si  -3.0607  4.6639  14.6073
Si  6.6893  14.1098  21.231
Si  -2.3301  4.1921  17.3768
Si  7.2329  19.6627  12.975
Si  12.0461  6.4975  18.2476
Si  3.7245  -5.6978  19.2319
Si  13.2505  5.6583  9.8983
Si  1.2526  6.6655  15.0701
Si  11.9482  11.1304  12.7586
Si  5.6162  7.653  19.7442
Si  6.4978  15.3192  10.4909
Si  7.7835  0.5068  20.2364
Si  2.1315  9.5421  14.7971
Si  10.9601  9.316  19.2876
Si  6.3863  -1.1209  17.8392
Si  5.7465  6.0394  12.9193
Si  8.5532  9.2507  10.3649
Si  9.8022  13.3574  19.3528
Si  2.5914  0.083  19.261
Si  -1.8342  9.4845  16.82
Si  4.0836  -1.3699  21.6865
Si  3.9433  4.1671  22.0497
Si  10.0737  0.9052  10.6716
Si  -1.5262  7.4665  14.7287
Si  0.1488  7.8022  9.3581
Si  7.8295  5.768  19.7988
Si  -0.3859  5.0653  20.7599
Si  6.1282  11.642  12.6223
Si  9.3326  9.5895  21.9047
Si  14.8973  0.1073  16.6155
Si  14.0483  2.6834  17.8074
Si  -0.2642  0.3915  15.241
Si  8.4416  -8.1232  12.3744
Si  4.7228  1.7663  10.3141
O  8.8796  -0.1864  10.9091
O  4.7781  12.2052  13.3838
O  12.9394  1.3664  13.3327
O  14.1683  4.8126  20.7306
O  7.1788  7.2534  19.9779
O  4.0716  3.89  18.3568
O  3.5136  -0.4273  20.4877
O  6.4585  4.8814  13.8389
O  10.9625  2.0583  18.2822
O  9.3128  11.9697  20.0026
O  1.2053  6.8372  10.1001
O  3.7817  12.6791  16.6462
O  -11.6889  8.9563  20.6682
O  5.7839  11.6498  11.0045
O  -0.6245  3.4517  20.51
O  8.5193  13.9194  18.4722
O  -2.3251  -2.3624  13.8387
O  8.5451  6.113  14.8796
O  7.6249  3.9947  16.088
O  6.8186  1.774  20.4319
O  -0.7797  4.1419  16.8122
O  14.4421  10.3115  15.235
O  8.8479  3.7123  13.6867
O  13.6148  -4.7596  18.4502
O  -1.2045  8.1499  16.1662
O  2.7238  1.7158  19.0875
O  -3.365  8.5042  11.4098
O  -1.1171  -1.1608  18.2311
O  5.296  3.2867  10.4267
O  2.2653  7.9575  15.1172
O  1.833  14.3702  17.0856
O  15.1078  6.0806  13.243
O  11.7465  -2.9035  18.6784
O  6.0199  5.7021  11.3359
O  -3.8184  10.6618  18.9947
O  10.8811  7.0786  14.1672
O  -5.9334  6.2103  19.3426
O  12.8128  5.4306  14.1976
O  7.7826  14.7134  11.2512
O  0.1146  1.9151  15.657
O  4.9925  8.3586  21.0657
O  2.5102  5.1401  11.4456
O  3.4435  14.476  13.3175
O  7.9959  -11.4335  21.4884
O  5.5371  10.7705  16.8515
O  9.1291  5.839  20.7488
O  11.5329  11.2561  11.1873
O  -4.4389  10.1627  13.1977
O  -1.6586  10.8423  15.9174
O  2.8303  3.2613  22.8398
O  -4.0125  -6.4264  20.3343
O  6.2422  7.513  13.378
O  1.0724  -0.4073  19.5445
O  14.2945  12.7348  11.207
O  18.469  20.0657  16.9363
O  -0.3846  11.2704  13.6168
O  5.4409  8.6655  18.4815
O  11.859  -0.6711  15.6602
O  -0.9545  8.4726  10.3574
O  11.3024  5.5384  19.3601
O  3.0882  -0.5502  17.8359
O  1.7895  9.7397  13.1881
O  0.8765  6.2901  16.6291
O  9.744  2.1885  11.626
O  7.3923  1.686  12.9149
O  8.217  16.4893  18.2069

Results
free energy: -131182.401 eV
free energy less fixed offsets of O -568.88, Si -635.61 eV per atom: 1.889 eV

Forces (eV/angstrom), in the order of the atoms: element, x, y, z
Si  -0.6211  0.3811  -0.089
Si  0.3026  -0.5338  -0.2036
Si  -0.3409  0.5391  -0.0604
Si  0.4828  -0.3202  -0.201
Si  0.4547  -0.4059  -0.4671
Si  -0.6623  0.3506  0.0576
Si  0.5272  -0.2928  -0.196
Si  -0.4773  0.5639  -0.0449
Si  0.0601  -0.1268  -0.1271
Si  -0.0761  0.0431  -0.0416
Si  -0.0544  -0.1093  0.0732
Si  -0.1429  -0.1449  0.1097
Si  0.1259  0.1095  0.1259
Si  0.2371  -0.118  -0.0507
Si  0.0763  -0.056  -0.0448
Si  -0.0526  -0.0135  -0.0151
Si  -0.1242  0.1139  0.0902
Si  0.0174  -0.0077  0.044
Si  0.0593  0.0704  -0.0037
Si  0.0122  -0.0453  0.1954
Si  -0.0728  -0.0051  -0.0223
Si  -0.0246  0.1083  -0.0662
Si  0.1284  -0.0719  0.056
Si  -0.0197  0.0036  0.0057
Si  -0.0687  -0.1312  0.698
Si  -0.1927  0.0378  -0.6695
Si  -0.3474  0.0758  -0.6178
Si  0.3928  -0.1069  0.2713
Si  -0.043  0.0922  -0.5178
Si  0.0818  -0.3261  0.3511
Si  0.0279  -0.1475  0.5799
Si  -0.1007  0.1174  -0.4336
Si  -0.0451  -0.212  -0.0141
Si  -0.2314  -0.0937  0.0666
Si  0.1619  -0.0119  -0.0285
Si  0.0229  0.1609  0.0606
Si  -0.246  -0.1096  0.0646
Si  -0.0132  -0.0815  -0.0516
Si  0.0837  0.2435  0.0645
Si  0.1254  0.0122  -0.0563
Si  -0.0378  0.0521  -0.0007
Si  0.0287  -0.0128  -0.0558
Si  -0.0847  0.0445  0.0212
Si  0.17  -0.0506  0.0093
Si  0.0092  -0.0621  -0.0687
Si  -0.0044  0.0518  -0.002
Si  0.0995  -0.121  0.0111
Si  -0.0953  0.0955  0.0237
Si  0.0703  -0.0864  -0.03
Si  -0.0365  0.01  0.039
Si  -0.1327  0.0627  0.0093
Si  0.0499  -0.061  0.0055
Si  -0.0102  0.0752  0.0455
Si  0.0267  -0.0902  -0.0275
Si  0.0355  0.002  0.0059
Si  -0.1038  0.0861  0.0096
Si  -0.1088  0.0387  0.0204
Si  0.1823  0.0161  -0.0913
Si  -0.0032  -0.0867  -0.0467
Si  0.019  0.1607  0.0451
Si  0.101  -0.0052  -0.0719
Si  -0.0732  -0.0189  0.0577
Si  -0.0117  0.12  0.0546
Si  0.0473  -0.124  -0.0856
Si  0.0898  0.5662  -0.7045
Si  0.1552  -0.0396  0.8262
Si  0.0712  -0.0665  -0.3469
Si  0.1478  -0.1713  0.5285
Si  -0.0798  -0.3128  0.3139
Si  -0.0608  0.1726  -0.5513
Si  0.4967  0.0811  0.3479
Si  -0.5854  0.1792  -0.5091
Si  -0.0066  -0.1189  0.0487
Si  -0.0517  -0.0376  -0.1122
Si  0.0452  0.0259  -0.1497
Si  -0.0288  0.0133  0.0382
Si  0.0372  0.0103  0.0254
Si  0.0393  -0.0373  0.0729
Si  -0.0169  0.0207  0.0879
Si  0.1449  0.0071  -0.1828
Si  -0.0485  0.0625  0.0364
Si  -0.0541  0.0007  0.054
Si  -0.022  0.0123  -0.0271
Si  -0.0163  0.0495  0.1495
Si  -0.1115  -0.0188  -0.0772
Si  -0.0303  -0.0124  0.0707
Si  -0.1062  0.0439  -0.1334
Si  0.0222  0.1285  -0.0425
Si  0.4411  -0.4132  -0.0496
Si  -0.325  0.4763  0.2542
Si  -0.4264  0.4318  0.2426
Si  0.5631  -0.4342  0.0206
Si  -0.5724  0.2809  0.2985
Si  0.5283  -0.4147  -0.0592
Si  0.2826  -0.642  0.0926
Si  -0.3811  0.3485  0.1867
O  -0.1374  0.1813  -0.2889
O  0.1198  -0.0918  -0.2137
O  -0.196  0.0543  0.115
O  -0.0565  0.3023  -0.0065
O  -0.188  0.0502  -0.2707
O  0.112  -0.2121  -0.2452
O  0.1152  -0.0817  -0.3999
O  0.323  -0.0733  -0.323
O  0.2198  -0.1635  0.1483
O  -0.1326  0.1749  0.2726
O  0.2384  -0.102  0.0123
O  -0.0594  -0.0821  0.105
O  0.2232  -0.1203  0.1093
O  -0.1438  0.265  0.7463
O  -0.2344  0.0898  0.2487
O  -0.0265  0.2334  0.1926
Si  0.0351  -0.0378  0.2787
Si  0.0017  -0.1481  -0.0077
Si  0.1302  -0.0455  0.2956
Si  -0.0591  -0.0596  0.1186
Si  0.1572  -0.0384  -0.3823
Si  -0.1215  -0.031  -0.0193
Si  -0.0887  0.0128  0.1035
Si  0.1738  0.1592  -0.0097
Si  0.1193  0.0591  -0.3956
Si  0.0845  -0.1776  0.2307
Si  0.0471  0.1013  -0.0089
Si  0.1193  0.0626  0.0951
Si  0.0353  0.0377  -0.2796
Si  0.0301  -0.0374  0.4486
Si  0.1845  -0.0877  -0.3607
Si  -0.0501  0.0664  0.0326
Si  -0.0205  0.0827  -0.2314
Si  -0.0705  -0.036  -0.1113
Si  0.079  0.0919  0.2541
Si  -0.1645  0.0039  0.3036
Si  -0.04  -0.1361  -0.1622
Si  -0.0874  0.0571  -0.3405
Si  -0.093  0.0966  0.008
Si  -0.0023  -0.0206  -0.0538
Si  0.0321  0.1728  -0.1356
Si  -0.0613  -0.0721  0.4348
Si  -0.1074  0.0211  0.024
Si  -0.1642  0.0528  -0.0269
Si  -0.1123  0.0623  -0.2336
Si  -0.2434  -0.1218  -0.6106
Si  -0.0335  -0.0695  0.2457
Si  -0.0971  0.0474  -0.1258
Si  0.0949  -0.0185  0.0492
Si  0.032  0.01  -0.1
Si  0.0089  0.0241  0.0703
Si  -0.1142  -0.0434  0.1751
Si  0.009  -0.0955  0.4738
O  -0.0277  0.0992  -0.1102
O  0.0037  0.0205  -0.1119
O  -0.0249  -0.0065  -0.1076
O  -0.0487  -0.084  0.28
O  0.0142  -0.0481  0.1106
O  -0.0713  0.0273  0.0997
O  0.0805  -0.0452  0.1768
O  -0.0237  0.0194  -0.0436
O  -0.0423  0.0749  0.0886
O  0.0046  0.0112  0.0941
O  -0.0072  0.049  -0.0311
O  -0.0219  -0.01  0.0005
O  -0.0076  -0.0452  0.1037
O  -0.0105  0.0097  -0.1238
O  0.0729  0.1022  0.1786
O  0.0673  0.016  0.0676
O  0.0279  0.0038  -0.0891
O  0.035  0.0083  -0.0145
O  0.0614  0.0426  -0.0357
O  -0.1381  0.1756  0.1442
O  0.0498  0.0614  0.0019
O  -0.0122  -0.0007  -0.0294
O  -0.0018  -0.0058  -0.1145
O  -0.0379  -0.0197  0.082
O  0.0527  -0.0974  0.0026
O  -0.0182  -0.0151  0.0828
O  0.0652  0.0468  -0.1766
O  0.062  -0.0492  0.1006
O  -0.0396  0.115  -0.2025
O  -0.0141  -0.0406  0.0128
O  -0.0304  -0.0305  0.0276
O  -0.015  -0.0181  -0.1033
O  0.0027  -0.0432  0.0477
O  -0.0372  -0.0623  -0.1831
O  0.0783  0.1112  0.2212
O  -0.0019  -0.0052  -0.0473
O  0.011  -0.0764  0.1284
O  -0.0483  0.0143  -0.0022
O  0.0193  0.0028  -0.1277
O  0.0053  0.0126  -0.0046
O  -0.0378  0.0824  0.1327
O  -0.0179  0.0758  -0.4494
O  -0.0092  -0.0047  -0.0867
O  -0.0066  -0.0682  0.1492
O  -0.0472  0.0403  -0.0104
O  0.0784  0.0458  0.1806
O  -0.0837  -0.0403  -0.1349
O  0.0122  0.0226  -0.0754
O  0.0692  -0.0008  0.005
O  0.0844  -0.2411  0.1769
O  -0.0567  -0.1188  0.1017
O  -0.017  -0.0203  -0.0565
O  0.005  -0.0054  0.0814
O  0.0545  0.03  -0.2195
O  0.0769  -0.0166  -0.0249
O  0.0758  -0.0607  -0.0716
O  -0.0153  -0.0504  0.1031
O  0.0253  -0.0505  0.0162
O  0.2429  -0.1195  -0.1752
O  -0.0069  -0.0642  0.2478
O  -0.0175  -0.0146  0.1426
O  -0.0684  0.0519  -0.0438
O  -0.0403  -0.047  0.0018
O  0.0454  -0.0009  -0.1238
O  0.0321  0.0603  -0.1042
O  0.0598  -0.0171  0.0634

The program warned: the cutoff lies below the one the program advises for these potential files; the forces do not sum to zero within the program's tolerance; the exchange-correlation potential is rough where the density is thin.
